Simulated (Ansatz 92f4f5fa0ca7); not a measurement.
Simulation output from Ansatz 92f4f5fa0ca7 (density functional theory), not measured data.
Periodic cell of 186 atoms, Si104O82, from a study of silicon, its oxide and their interface. The atomic structure is a simulated model.

Settings: functional r2SCAN; potential files Ansatz norm-conserving; basis plane waves; wave-function cutoff 1300 eV; density cutoff ratio 4; exchange-correlation grid ratio 1; k mesh 2 x 2 x 1, shifted by 0.5 0.5 0.5 of a step; self-consistency stop 5e-08 eV per atom in the density residual; occupations Fermi-Dirac, 0.05 eV; spin none; net charge 0.

Cell vectors (angstrom)
a, 11.5403, 0, 0
b, 0, 11.5403, 0
c, -2.0589, 2.3585, 23.7913

Atoms: element, x, y, z (angstrom)
Si, -0.0848, 3.5193, 0.1227
Si, -0.3849, 8.6962, 0.0668
Si, -0.1972, 11.9046, 0.2236
Si, 3.663, 3.9056, -0.2972
Si, 3.3678, 8.486, 0.3318
Si, 3.8672, 11.6375, 0.0736
Si, 8.054, 4.7699, -0.2451
Si, 7.0744, 8.658, 0.359
Si, 7.3541, 11.7628, 0.277
Si, 1.8618, 3.8982, 1.3685
Si, 1.4325, 8.1597, 1.5621
Si, 1.7813, 11.9725, 1.4306
Si, 5.7448, 4.2494, 0.9987
Si, 5.2897, 8.1801, 1.6936
Si, 5.5327, 12.0204, 1.6674
Si, 9.5546, 4.1293, 1.4286
Si, 9.216, 8.2296, 1.3809
Si, 9.3855, 11.9826, 1.4699
Si, 1.6526, 6.0274, 2.6379
Si, 1.6161, 10.1191, 2.8882
Si, 1.7797, 13.7289, 2.9242
Si, 5.5086, 6.0666, 2.632
Si, 5.4319, 10.128, 3.0132
Si, 5.5975, 14.0073, 2.7789
Si, 9.4308, 6.1911, 2.6477
Si, 9.3134, 10.1165, 2.8755
Si, 9.3741, 13.8144, 2.8665
Si, -0.218, 6.1374, 4.0564
Si, -0.2938, 10.1439, 4.2585
Si, -0.2085, 13.7391, 4.2143
Si, 3.577, 6.1266, 4.0165
Si, 3.5006, 10.1151, 4.3274
Si, 3.7056, 13.8021, 4.2358
Si, 7.4557, 6.1546, 3.9933
Si, 7.4095, 10.1219, 4.2789
Si, 7.4545, 13.8109, 4.2131
Si, -0.1669, 4.1947, 5.4151
Si, -0.2832, 8.1035, 5.3996
Si, -0.2417, 11.9539, 5.8054
Si, 3.6461, 4.2396, 5.4327
Si, 3.5148, 8.0726, 5.4186
Si, 3.605, 11.9689, 5.8008
Si, 7.5466, 4.2483, 5.4074
Si, 7.3672, 8.0814, 5.3817
Si, 7.4286, 11.9724, 5.7638
Si, 1.7466, 4.1703, 6.7988
Si, 1.6034, 8.1164, 6.794
Si, 1.6952, 11.966, 7.2539
Si, 5.6077, 4.1634, 6.7088
Si, 5.4386, 8.1986, 6.7405
Si, 5.5212, 11.9057, 7.2255
Si, 9.4734, 4.1905, 6.7687
Si, 9.2952, 8.087, 6.6959
Si, 9.3499, 11.9472, 7.1821
Si, 1.6223, 6.1481, 7.9786
Si, 1.5428, 9.8252, 8.4609
Si, 1.9062, 14.0482, 8.4971
Si, 5.5212, 6.1782, 7.7625
Si, 5.3506, 9.8362, 8.5312
Si, 5.709, 13.9985, 8.3841
Si, 9.4359, 6.1626, 7.942
Si, 9.129, 9.7968, 8.2998
Si, 9.5468, 14.0409, 8.4189
Si, 11.2813, 6.1953, 9.3397
Si, 10.9982, 9.3093, 9.5809
Si, 11.5191, 14.6104, 9.7359
Si, 3.6465, 6.092, 9.0382
Si, 3.3902, 9.1175, 9.8309
Si, 3.9941, 14.6468, 9.829
Si, 7.4184, 6.213, 8.9984
Si, 7.2469, 9.2095, 9.8266
Si, 7.6248, 14.6643, 9.6297
Si, 3.6219, 2.7103, 12.7117
Si, 13.0426, 11.6744, 16.7354
Si, 4.0921, 5.6279, 13.353
Si, 3.7388, 13.6423, 15.7814
Si, 12.4783, 1.341, 12.2633
Si, 7.1044, 6.0489, 13.0661
Si, 11.6216, 4.5031, 18.15
Si, 8.3144, 15.0621, 12.5218
Si, 11.8565, 7.3484, 17.3193
Si, 8.7999, 7.6697, 16.5087
Si, 4.7674, 4.7187, 16.1996
Si, 5.8252, 11.7194, 17.2337
Si, 6.823, 5.7125, 18.1037
Si, 10.5627, 10.8679, 12.1949
Si, 3.68, 10.1812, 18.3846
Si, 7.4126, 15.6439, 15.1205
Si, 3.5239, 8.5675, 12.8303
Si, 12.9222, 9.0877, 15.0635
Si, 3.9028, 14.4194, 21.554
Si, 8.8501, 3.746, 17.7516
Si, 7.8748, 10.192, 15.6128
Si, 2.2401, 7.8924, 19.4775
Si, 10.7177, 1.9136, 16.9441
Si, 10.3768, 1.8804, 13.8264
Si, 6.673, 9.0909, 12.8548
Si, 6.764, 7.3641, 20.8078
Si, 10.0101, 9.0352, 14.3263
Si, 2.1238, 5.0417, 20.5271
Si, 5.7103, 9.6536, 21.9336
Si, 5.3347, 11.8742, 20.1594
Si, 9.4147, 8.4646, 21.9163
Si, 0.8513, 8.8768, 21.9024
O, 12.3196, 7.8438, 18.7805
O, 12.4574, 4.4775, 19.5585
O, 9.475, 7.1313, 22.85
O, 3.1013, 7.9641, -1.2012
O, 7.2254, 10.1926, -0.209
O, -0.1928, 13.4747, -0.5346
O, 6.3907, 6.3964, 22.092
O, 3.4247, 10.0822, 0.1168
O, 7.1748, 11.4485, 16.3621
O, 12.7085, 7.7885, 23.0583
O, 9.4901, 10.2855, 15.286
O, 7.051, 9.7725, 11.4107
O, 4.5792, 11.6872, -1.4368
O, 6.6638, 6.4958, 19.4795
O, 5.6033, 8.5311, 20.7529
O, 6.5, 7.837, -1.0073
O, 4.6485, 13.2314, 20.7173
O, 4.1179, 10.8491, 19.7944
O, 2.4859, 1.6858, 12.168
O, 6.0353, 15.3019, 15.8636
O, 10.0145, 4.6727, 18.4376
O, 9.8183, 0.5979, 12.945
O, 9.8129, 9.5366, 12.7933
O, 12.0915, 5.7475, 17.2187
O, 3.3093, 6.944, 12.8275
O, 11.367, 4.7185, 10.2005
O, 3.6009, 3.6044, 16.4512
O, 3.6714, 7.4807, 9.9229
O, 3.7682, 4.7484, 10.0034
O, 3.0846, 9.3533, 11.4669
O, 7.3432, 7.6154, 12.8652
O, 8.1739, 16.6699, 12.2532
O, 11.7438, 3.168, 17.2249
O, 9.3851, 2.1931, 17.8831
O, 7.3938, 14.6622, 13.8211
O, 7.3273, 16.2853, 9.7588
O, 2.0152, 8.7972, 20.7872
O, 2.6819, 9.0639, 14.1235
O, 7.1552, 9.9316, 14.1701
O, 11.1682, 7.6984, 10.1623
O, 2.3379, 10.9619, 17.919
O, 7.8058, 8.9577, 16.6935
O, 7.9337, 6.4664, 17.1659
O, 3.3947, 4.0232, 20.5135
O, 10.1485, 1.7641, 15.4215
O, 7.3399, 7.5451, 9.9966
O, 11.9839, 2.0096, 13.6604
O, 7.8884, 14.2033, 11.2155
O, 5.0794, 8.9283, 13.0711
O, 8.6709, 15.5006, 16.1295
O, 4.9073, 10.3565, 17.3179
O, 11.6622, 2.0092, 11.0072
O, 7.3387, 17.1945, 14.6339
O, 2.7209, 6.4028, 19.8617
O, 6.2922, 11.0428, 21.2199
O, 4.2903, 5.6881, 14.9851
O, 6.158, 12.1882, 18.771
O, 11.6028, 12.1522, 17.3304
O, 2.3384, 12.8955, 16.0825
O, 11.5826, 8.6986, 14.2678
O, 3.2481, 4.2894, 12.9662
O, 3.6749, 2.9922, -1.7233
O, 10.5207, 10.5399, 10.6084
O, 4.0828, 2.1563, 14.1788
O, 4.9441, 12.8382, 16.4942
O, 9.2167, 7.7071, 14.8955
O, 10.9041, 8.65, 21.2685
O, 12.1601, 11.275, 12.374
O, 12.921, 8.0216, 16.2873
O, 7.0527, 12.6072, -1.1365
O, 4.5621, 14.2087, 11.3693
O, -0.2585, 10.3185, -0.4917
O, -0.373, 7.5231, -1.1134
O, 12.751, 10.6013, 15.5756
O, 6.4383, 8.736, 23.1508
O, 5.3179, 5.6234, 17.4462
O, 8.2243, 8.1233, 20.8465
O, 9.7995, 3.2114, 13.0906
O, 7.4361, 4.2133, 18.4167
O, 10.2791, 7.7491, 17.2102
O, 5.5778, 5.6174, 12.6749
O, 3.3651, 8.6032, 18.5546

Results
free energy: -50294.514 eV
free energy less fixed offsets of O -463.61, Si -117.95 eV per atom: -11.694 eV
pressure: -1.93 GPa
stress xx, yy, zz, yz, xz, xy (GPa, positive in tension): 0.81, 3.06, 1.92, -0.27, 0.08, 0.12

Forces (eV/angstrom), in the order of the atoms: element, x, y, z
Si, -0.0036, -0.373, -0.3208
Si, 0.0861, 0.2669, -0.274
Si, -0.0838, 0.0005, -0.2441
Si, 0.0176, 0.4436, -0.3385
Si, -0.325, 0.2144, -0.2154
Si, 0.0692, -0.6135, -0.0374
Si, 0.2086, -0.3178, -0.0524
Si, -0.3823, 0.1472, -0.2882
Si, 0.106, 0.0445, -0.5217
Si, -0.0275, 0.0249, 0.0586
Si, 0.1246, -0.007, -0.1238
Si, 0.2666, -0.1329, -0.6042
Si, -0.0301, 0.1216, -0.1181
Si, -0.0881, 0.1831, -0.1472
Si, 0.0643, -0.1487, -0.431
Si, 0.1078, 0.1066, 0.0679
Si, 0.0512, 0.4574, 0.013
Si, -0.2892, -0.1402, -0.39
Si, -0.0178, 0.0922, -0.3723
Si, 0.2563, -0.1011, 0.1049
Si, -0.0658, -0.0193, 0.0635
Si, 0.0206, -0.0532, -0.0845
Si, -0.2411, -0.0799, 0.3532
Si, 0.0926, 0.0975, -0.123
Si, 0.0483, 0.0546, -0.0101
Si, -0.0916, -0.221, 0.1087
Si, -0.0819, -0.0025, 0.1066
Si, -0.0396, -0.0975, 0.1247
Si, 0.0051, -0.041, -0.1284
Si, -0.013, 0.2289, 0.0212
Si, 0.1121, -0.1096, 0.0516
Si, -0.0621, 0.0936, -0.1983
Si, -0.1782, 0.1496, -0.0116
Si, -0.0486, -0.2102, -0.051
Si, 0.1845, -0.0198, -0.1652
Si, 0.0971, 0.0605, -0.0005
Si, -0.1089, -0.1084, 0.0728
Si, 0.1396, 0.1736, -0.0261
Si, -0.0316, -0.089, -0.0173
Si, -0.1537, -0.1006, 0.0384
Si, 0.0469, 0.2025, -0.003
Si, 0.0777, -0.1094, 0.0424
Si, -0.0073, -0.0524, 0.0455
Si, 0.0608, 0.0891, 0.0085
Si, -0.0756, -0.0795, 0.015
Si, 0.022, -0.0698, -0.1975
Si, 0.0014, 0.126, -0.2115
Si, -0.0229, 0.0125, 0.1041
Si, 0.1053, -0.1305, -0.2611
Si, -0.0653, 0.1298, -0.2267
Si, -0.0342, -0.0223, 0.1279
Si, -0.0267, -0.1935, -0.2833
Si, -0.1117, 0.1084, -0.3146
Si, 0.0194, 0.0952, 0.1732
Si, -0.1037, -0.061, 0.097
Si, -0.0134, -0.0739, 0.197
Si, 0.0982, 0.165, 0.3151
Si, -0.0021, -0.0474, -0.0573
Si, 0.0904, -0.0079, 0.0587
Si, 0.0212, -0.006, 0.0303
Si, 0.095, 0.0792, 0.0806
Si, -0.091, -0.1922, 0.1027
Si, 0.0705, 0.0583, 0.1349
Si, 0.0501, -0.0403, 0.9179
Si, 0.1286, -0.3028, -0.0283
Si, -0.1647, 0.2907, 0.2442
Si, 0.0492, 0.0052, 1.0871
Si, -0.178, -0.5458, 0.6328
Si, 0.0971, 0.4091, 0.4223
Si, -0.1411, -0.2343, 1.0992
Si, -0.0405, -0.3304, 0.4966
Si, 0.0887, 0.2307, 0.5017
Si, -0.0316, 0.1348, 0.3659
Si, 0.0269, -0.1246, 0.115
Si, 0.012, 0.1504, 0.1679
Si, 0.0955, 0.0923, 0.2489
Si, 0.1434, 0.2197, 0.1559
Si, -0.1421, -0.0291, 0.1839
Si, -0.0418, 0.1575, -0.1004
Si, -0.0829, -0.0632, 0.0532
Si, 0.0515, 0.0185, 0.067
Si, -0.0302, -0.1286, 0.0651
Si, -0.0199, 0.1539, 0.204
Si, 0.0202, -0.0899, -0.0031
Si, -0.2489, -0.0395, 0.0058
Si, -0.118, -0.0568, 0.2488
Si, 0.0068, -0.2327, -0.0417
Si, 0.001, -0.1033, 0.1975
Si, 0.105, -0.1834, 0.2884
Si, -0.0092, -0.0162, 0.0888
Si, 0.1039, -0.0532, -0.0663
Si, -0.2316, 0.1181, 0.0783
Si, -0.1753, 0.1228, 0.2911
Si, 0.0545, 0.1163, -0.1865
Si, 0.0135, -0.137, 0.0845
Si, 0.0269, 0.3044, 0.2913
Si, -0.103, -0.0738, 0.2862
Si, -0.0996, -0.111, -0.3972
Si, 0.1301, -0.2456, 0.1239
Si, 0.2139, 0.1176, -0.5058
Si, -0.1546, 0.1004, -0.6955
Si, -0.0717, 0.0063, -0.1793
Si, 0.0131, -0.0094, -0.0017
Si, 0.2903, 0.3661, -0.2215
O, 0.2157, -0.1013, -0.0414
O, 0.1384, 0.1126, 0.0691
O, -0.0922, -0.1002, -0.1391
O, 0.0367, -0.3526, 0.2715
O, 0.0461, -0.0908, 0.3236
O, -0.0228, 0.2601, 0.5453
O, -0.1133, 0.5823, 0.2848
O, 0.2234, 0.0755, -0.1469
O, -0.0259, -0.1466, -0.0262
O, 0.0395, -0.2591, -0.159
O, -0.1028, -0.3039, -0.2517
O, 0.1446, -0.3155, -0.5921
O, -0.2222, 0.1277, 0.4522
O, 0.0482, 0.1029, 0.2102
O, 0.1848, 0.1365, 0.3743
O, 0.5633, -0.0336, 0.1647
O, -0.1426, 0.141, 0.2867
O, 0.2426, 0.1439, -0.1026
O, -0.0452, 0.0992, 0.0317
O, 0.0775, 0.1849, -0.145
O, 0.1128, -0.2454, -0.1959
O, 0.2201, -0.0851, -0.142
O, 0.1802, 0.2665, 0.0549
O, -0.1724, -0.0096, 0.2324
O, 0.1603, 0.132, -0.0625
O, -0.076, -0.3786, -0.5581
O, 0.271, -0.1245, -0.2518
O, -0.0602, 0.4501, -0.2098
O, -0.0145, -0.3177, -0.3145
O, 0.1742, 0.0201, -0.606
O, -0.105, 0.0674, -0.0694
O, -0.1286, -0.1734, 0.1396
O, -0.2756, 0.0027, 0.1093
O, 0.2425, 0.3199, -0.2646
O, 0.2597, 0.3297, -0.1943
O, 0.1787, -0.1887, -0.1096
O, -0.287, -0.164, 0.1942
O, -0.0556, -0.0508, -0.1996
O, 0.1291, -0.1354, -0.1507
O, 0.0026, 0.3343, -0.6087
O, 0.0936, 0.0256, -0.1542
O, 0.2758, -0.0439, -0.372
O, -0.0015, -0.0145, -0.0356
O, -0.1034, -0.076, 0.3474
O, 0.0973, 0.0139, -0.1716
O, 0.03, 0.3977, -0.2818
O, -0.1886, -0.3057, -0.4805
O, -0.0709, 0.326, -0.3307
O, 0.0809, -0.0318, -0.2375
O, -0.1381, -0.0278, 0.0773
O, -0.0886, 0.3381, 0.2342
O, -0.0056, 0.2825, 0.1233
O, -0.0487, -0.1625, -0.3614
O, -0.2643, -0.1399, 0.218
O, -0.1669, -0.4313, 0.2257
O, 0.0578, -0.1737, -0.2782
O, -0.2389, -0.191, 0.0652
O, 0.0411, 0.21, -0.2375
O, 0.0403, -0.0916, 0.0066
O, -0.1629, 0.2115, 0.102
O, 0.1915, -0.2583, -0.1311
O, 0.0246, 0.3518, 0.6877
O, 0.1689, -0.3507, 0.2372
O, -0.1273, 0.1247, -0.2834
O, -0.1226, 0.0138, -0.0123
O, 0.0604, 0.3866, 0.135
O, -0.0225, -0.0373, 0.3231
O, -0.2857, 0.1641, -0.0928
O, -0.1748, 0.1403, -0.1031
O, -0.0289, -0.2377, 0.3478
O, -0.3567, 0.1583, -0.6005
O, -0.0115, -0.0755, 0.5018
O, 0.0314, 0.1131, 0.0224
O, 0.0295, -0.0607, 0.0757
O, -0.2563, -0.5108, -0.1734
O, 0.289, -0.2045, -0.1508
O, 0.0137, -0.0702, 0.3454
O, -0.1808, -0.2747, -0.0468
O, 0.2531, 0.1353, -0.2547
O, -0.0137, -0.0783, -0.1914
O, 0.0449, 0.0255, 0.0842
O, -0.2023, 0.1577, 0.1606
